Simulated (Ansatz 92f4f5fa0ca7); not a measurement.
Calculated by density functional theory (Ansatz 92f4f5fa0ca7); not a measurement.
Periodic cell of 228 atoms, Si140O88, from a study of silicon, its oxide and their interface. The atomic structure is a simulated model.
This geometry differs little from another in the collection (a relaxation step or a small displacement).

Settings: functional r2SCAN; potential files Ansatz PAW; basis plane waves; wave-function cutoff 800 eV; density cutoff ratio 5; exchange-correlation grid ratio 1; k mesh 1 x 1 x 1, shifted by 0.5 0.5 0 of a step; self-consistency stop 1e-10 eV per atom in the density residual; occupations fixed; spin none; net charge 0.

Cell vectors (angstrom)
a	10.887	0	0
b	0	10.887	0
c	0	0	33.3267

Atoms: element, x, y, z (angstrom)
Si	-0.2444	0.3314	0.0994
Si	1.3651	1.5342	1.279
Si	3.539	8.9386	1.6677
Si	11.6517	9.8594	-2.4967
Si	4.1766	-4.4945	-8.4548
Si	9.9155	7.2964	-2.1987
Si	5.2363	5.9442	-0.1257
Si	9.5822	9.656	1.5087
Si	4.0916	4.2763	1.2018
Si	2.4784	3.157	-0.0998
Si	1.8342	7.3161	1.6967
Si	4.3536	8.2266	-0.3805
Si	6.6035	1.1759	1.3173
Si	10.8881	2.7923	2.7216
Si	8.0604	5.3912	2.779
Si	6.8319	6.8036	1.4075
Si	-1.2846	4.3078	1.4144
Si	2.6198	0.0169	2.6341
Si	0.0037	8.2368	2.8229
Si	2.7854	5.4718	2.7952
Si	5.3142	2.7126	2.5855
Si	8.1145	0.0494	2.7796
Si	5.4221	8.1005	2.8382
Si	8.137	8.3748	0.2676
Si	1.3562	4.1246	4.0993
Si	3.9978	1.3736	4.0082
Si	1.3251	9.6093	4.1547
Si	4.1434	6.7284	4.2265
Si	6.7139	3.9879	4.0605
Si	9.5168	1.4096	4.0903
Si	6.77	9.5453	4.1177
Si	9.4809	6.8072	4.0717
Si	-0.0376	0.047	5.5056
Si	2.6879	2.7188	5.4501
Si	-0.0102	5.4886	5.4292
Si	2.7304	8.1891	5.4376
Si	5.3992	0.0484	5.4022
Si	8.1415	2.7316	5.435
Si	5.466	5.351	5.5397
Si	8.1474	8.1686	5.4649
Si	1.3518	1.3775	6.8471
Si	4.0666	4.0301	6.8679
Si	1.3626	6.829	6.7901
Si	4.086	9.549	6.7714
Si	6.7893	1.3584	6.7819
Si	9.5211	4.1064	6.7589
Si	6.8246	6.7778	6.8383
Si	9.5142	9.5233	6.8438
Si	-0.026	2.7664	8.1455
Si	2.7452	-0.017	8.1616
Si	0.025	8.1543	8.1849
Si	2.7051	5.4617	8.1647
Si	5.4648	2.6766	8.2005
Si	8.1303	0.0106	8.1666
Si	5.427	8.1797	8.1285
Si	8.214	5.4265	8.1752
Si	1.3416	4.0998	9.5138
Si	4.1231	1.2908	9.5468
Si	1.4169	9.4999	9.5257
Si	4.0726	6.8423	9.5042
Si	6.8578	4.0545	9.5183
Si	9.5028	1.405	9.4917
Si	6.7766	9.5162	9.5071
Si	9.5828	6.7557	9.5416
Si	0.0226	0.0259	10.7468
Si	2.7289	2.701	10.7812
Si	0.0457	5.4219	10.9725
Si	2.7576	8.1633	10.9694
Si	5.4608	-0.0616	10.9693
Si	8.1935	2.7255	10.958
Si	5.4816	5.4659	10.7653
Si	8.1649	8.1355	10.7787
Si	1.3739	1.3392	12.128
Si	4.1167	4.0895	12.0332
Si	1.4172	6.7819	12.3458
Si	4.1285	9.4773	12.4144
Si	6.8413	1.3188	12.3008
Si	9.5779	4.0652	12.3712
Si	6.829	6.788	12.1527
Si	9.5521	9.529	12.0111
Si	0.1044	2.6255	13.639
Si	2.6829	0.0531	13.6102
Si	-0.0483	8.2581	13.4723
Si	4.6803	6.1594	14.897
Si	5.4023	2.7739	13.4703
Si	7.3764	-1.833	14.8207
Si	5.5608	8.0343	13.7054
Si	9.1107	7.3559	14.7952
Si	3.9472	2.4687	22.5759
Si	6.4168	4.4579	14.7513
Si	0.8974	9.9594	14.793
Si	1.9117	3.5907	14.8007
Si	3.6246	1.8937	14.7387
Si	10.0724	0.782	14.8011
Si	4.2562	5.9955	17.2335
Si	8.1743	5.5179	13.6176
Si	-0.5593	-3.7833	16.797
Si	2.8805	5.3439	13.5686
Si	-1.7612	-4.3289	19.5818
Si	9.793	11.1203	17.0978
Si	15.3283	-9.562	16.8256
Si	6.8323	7.7149	23.8886
Si	6.1535	3.7265	17.676
Si	8.2973	10.7863	13.5203
Si	-10.4371	-1.5852	17.0643
Si	17.8817	-2.7322	20.975
Si	8.2509	3.6771	19.9786
Si	2.2588	26.6405	23.0616
Si	13.7926	10.6508	27.348
Si	17.1644	9.5394	32.8519
Si	-9.3679	3.3608	24.8464
Si	1.4805	4.624	16.8585
Si	31.1363	-4.7088	24.2093
Si	8.4117	-3.2299	28.4761
Si	0.2429	-1.0584	22.465
Si	7.917	10.2148	22.7646
Si	17.7618	10.1003	16.8641
Si	-5.8487	-2.385	18.8056
Si	17.8569	2.3476	22.5532
Si	0.1399	-4.0748	21.7748
Si	13.6289	10.5448	18.8562
Si	-11.132	6.9418	26.8243
Si	8.485	2.4668	32.5717
Si	3.0194	16.7729	29.6593
Si	23.1833	0.4007	24.8459
Si	4.2616	3.4607	25.5832
Si	6.2739	-2.3144	30.1219
Si	11.4824	27.469	33.011
Si	-0.6103	12.8084	26.2869
Si	2.2187	18.3881	27.1194
Si	0.139	13.4581	18.9422
Si	14.3171	-2.3345	30.8374
Si	5.8682	16.4	30.8547
Si	12.8471	11.7599	20.7137
Si	8.3761	15.9483	27.5952
Si	0.4962	-9.7274	28.8972
Si	13.311	13.9274	30.213
Si	26.5262	12.9002	28.2649
Si	-2.6542	-7.3287	25.0045
Si	-3.8238	14.3871	29.9228
O	0.5435	-4.9646	-16.7615
O	7.7176	4.3512	-7.0207
O	11.5239	-0.4606	-1.0063
O	16.3395	-8.5632	-11.3324
O	10.5009	16.499	0.9803
O	-12.156	18.9795	-5.8716
O	15.6909	4.9927	-7.8816
O	-1.9812	29.5517	-1.0542
O	-0.6436	1.7625	-5.4207
O	17.4966	-22.9418	-2.0933
O	13.2492	20.634	-2.7971
O	6.0805	2.3793	-4.1501
O	-5.1852	11.2001	-16.7033
O	13.9704	1.2751	-11.477
O	-20.5579	-16.1001	22.1366
O	20.1954	-4.2653	17.9831
O	12.4775	-1.3272	18.2346
O	2.6589	-3.7463	30.5954
O	17.1844	-1.8471	17.9425
O	7.9356	2.746	31.0818
O	-5.9113	24.3947	17.6429
O	4.9945	2.7239	26.8178
O	9.1892	-18.0167	33.2424
O	7.2178	-7.6047	18.7982
O	-2.0387	-8.7265	25.57
O	18.0858	9.7103	21.3959
O	14.2	-4.8964	23.5697
O	-0.3762	-9.6284	18.1409
O	2.1157	26.394	30.0558
O	19.1974	7.8375	20.1027
O	7.5537	0.8844	22.9214
O	4.2621	-8.304	24.1967
O	18.2185	8.7951	28.8989
O	11.6431	3.653	17.9227
O	-7.6724	-10.2078	17.6698
O	7.2339	34.853	33.5432
O	11.5211	-2.5509	21.9718
O	12.5068	1.8637	24.1458
O	16.7827	10.912	33.6897
O	9.5119	12.1008	32.6145
O	14.028	3.8205	22.1701
O	-7.9316	2.6756	31.7176
O	-2.6742	-0.0529	17.4662
O	6.8408	7.28	22.3268
O	7.2732	-12.4846	23.9561
O	24.4838	0.0255	25.7459
O	19.0416	-6.8166	28.8535
O	13.5768	-7.3058	25.9632
O	1.2597	2.1921	20.0452
O	27.4319	7.8569	20.1381
O	15.449	-5.4438	29.867
O	9.2911	15.4448	24.2665
O	-6.2012	8.7158	29.7762
O	-9.1504	33.2826	28.0387
O	3.5238	13.517	29.1119
O	1.1163	-11.668	23.8023
O	-0.0283	21.6877	29.7802
O	38.0466	-3.4685	24.5413
O	18.4452	-4.4403	27.8122
O	2.7347	28.1456	28.1597
O	12.4506	-3.9523	33.412
O	-1.1408	-7.6873	19.6656
O	28.8513	14.101	23.931
O	2.8785	5.1738	17.4834
O	0.7369	21.798	21.378
O	24.399	19.9296	27.5809
O	19.1528	-5.6024	20.0575
O	3.1123	18.0606	25.8087
O	-9.8601	-19.4898	29.9267
O	-21.9688	-4.9078	31.6398
O	-3.04	-7.8558	21.3913
O	16.3548	5.1705	17.962
O	-11.8219	-16.2538	27.3921
O	9.5325	31.7665	22.7195
O	23.1141	15.1678	32.8834
O	4.3095	-10.4439	27.9094
O	15.0604	-3.4532	17.9639
O	11.1221	3.2382	25.8374
O	6.4968	28.8047	30.6427
O	25.8222	9.6807	19.2558
O	9.1118	6.9928	29.7802
O	21.3928	-4.0943	25.1983
O	10.9471	22.3325	25.7348
O	-1.1671	17.4976	22.7057
O	-2.9468	17.6967	24.6435
O	10.9999	8.4101	30.7477
O	10.6064	17.4595	20.2345
O	-4.008	14.7287	16.2233

Results
free energy: -139737.653 eV
free energy less fixed offsets of O -570.45, Si -639.56 eV per atom: 0.347 eV

Forces (eV/angstrom), in the order of the atoms: element, x, y, z
Si	-0.0012	-0.0235	-0.0404
Si	0.0028	-0.0013	0.0161
Si	0.0094	-0.0078	0.0043
Si	-0.0029	-0.0189	-0.016
Si	-0.0062	0.0218	0.1102
Si	-0.012	0.0114	0.0142
Si	0.0016	-0.0196	-0.0007
Si	-0.0005	0.001	0.0148
Si	0.0087	0.0187	-0.0008
Si	0.0035	0.01	-0.0561
Si	-0.0014	-0.0057	-0.0344
Si	0.0408	0.0079	0.0057
Si	-0.006	-0.012	-0.0698
Si	0.012	-0.0034	-0.0004
Si	-0.0083	0.0179	0.0051
Si	-0.0181	0.0145	-0.0031
Si	-0.0037	0.0029	-0.0449
Si	-0.0038	-0.0038	-0.0008
Si	-0.011	0.0094	-0.0004
Si	0.007	-0.0155	0.0023
Si	-0.0153	0.007	0.0048
Si	0.0045	-0.0076	0.0003
Si	0.0019	-0.0162	-0.0075
Si	-0.0014	-0.013	-0.0394
Si	-0.002	0.0053	0.0002
Si	0.0058	-0.004	-0.0048
Si	0.0025	-0.0017	0.0004
Si	-0.0026	0.0182	-0.0043
Si	0.0063	-0.003	-0.002
Si	-0.0041	-0.0036	-0.0056
Si	-0.0079	-0.0074	-0.0074
Si	-0.0013	-0.0062	-0.0085
Si	-0.0024	-0.0082	-0.0054
Si	0.0029	0.0037	-0.0063
Si	-0.0015	-0.0013	-0.002
Si	-0.0006	-0.0027	-0.0095
Si	-0.0006	-0.0003	-0.0008
Si	0.0014	0.0011	0.0006
Si	0.001	-0.0038	-0.0065
Si	0.0022	0.0045	-0.0078
Si	0.0012	0.0009	-0.0024
Si	-0.001	-0.0028	-0.0047
Si	0.0012	0.0011	-0.0094
Si	0.0002	-0.003	-0.0075
Si	-0.0017	0.0017	-0.0088
Si	-0.0005	0.0016	-0.0061
Si	-0.0016	-0.0002	-0.0038
Si	-0.0045	0.0006	-0.0028
Si	-0.0029	0.002	-0.0062
Si	0.0052	-0.0025	-0.0061
Si	0.0027	-0.0022	-0.0069
Si	-0.0041	0.0042	-0.0065
Si	0.0026	-0.0024	-0.0064
Si	-0.0022	-0.0002	-0.0064
Si	-0.0018	0.0031	-0.0059
Si	0.0001	-0.0026	-0.0066
Si	0.0006	-0.0021	-0.0091
Si	-0.0058	-0.0022	-0.0059
Si	0.0004	-0.0007	-0.0071
Si	0.002	-0.0002	-0.0077
Si	0.0015	0.0009	-0.0061
Si	0.0005	0.0005	-0.0055
Si	-0.0028	0.0014	-0.0069
Si	0.0017	0	-0.0047
Si	0.0026	0.0005	0.0004
Si	-0.0022	0.0047	0.0036
Si	-0.0005	-0.0011	0.0001
Si	-0.0009	0.0002	0.0031
Si	0.0031	-0.0032	-0.0001
Si	0.0007	-0.0005	-0.0018
Si	-0.0024	0.0009	0.0012
Si	-0.0034	0.0015	0
Si	-0.0045	-0.005	-0.0137
Si	0.0019	-0.005	-0.0053
Si	0.0023	0.0001	-0.0032
Si	-0.0032	-0.0022	-0.0059
Si	-0.0012	0.0018	-0.0039
Si	-0.0014	0.0038	-0.0031
Si	0.0024	-0.0041	-0.0056
Si	-0.0009	0.0076	-0.0065
Si	-0.004	0.0146	0.0129
Si	0.0143	-0.0111	0.0002
Si	0.002	-0.0137	0.0098
Si	0.0019	-0.0128	0.0313
Si	0.0037	-0.004	0.0097
Si	-0.0118	0.0122	0.0295
Si	-0.0066	0.006	0.0066
Si	0.0121	-0.0062	0.0187
Si	0.0128	-0.0156	0.053
Si	-0.0238	0.0411	-0.0842
Si	-0.0085	0.0044	0.0217
Si	-0.0128	0.0159	0.0233
Si	0.0224	-0.0086	0.0318
Si	0.0094	-0.0085	0.0084
Si	0.0108	-0.0145	-0.1673
Si	-0.0005	-0.007	0.0024
Si	-0.0222	0.0687	-0.071
Si	-0.0098	0.0076	0.0144
Si	0.0094	0.007	-0.0627
Si	-0.0197	-0.0358	-0.1259
Si	-0.0029	0.0327	-0.1304
Si	-0.0053	-0.0148	0.0785
Si	-0.0203	0.017	-0.1259
Si	-0.0092	0.0052	0.0096
Si	-0.0528	-0.0156	-0.0831
Si	0.0052	-0.0102	-0.0084
Si	-0.0006	-0.0131	-0.0577
Si	0.0133	0.0428	-0.0072
Si	0.0034	0.0061	0.1033
Si	-0.0035	-0.0212	-0.0247
Si	-0.0105	-0.0171	0.0927
Si	0.0334	-0.0184	-0.1377
Si	0.0104	-0.0025	0.1193
Si	-0.027	0.0054	0.0932
Si	0.0076	-0.0026	0.0517
Si	-0.0033	-0.0017	0.03
Si	0.0655	-0.0323	-0.12
Si	0.0276	-0.0178	-0.1183
Si	0.0182	0.0128	0.0565
Si	-0.0272	0.0079	0.0041
Si	-0.0302	-0.0288	-0.1142
Si	-0.0102	-0.0028	0.1088
Si	-0.0241	0.0025	-0.0465
Si	-0.0103	-0.006	0.0393
Si	0.0223	-0.0107	0.1166
Si	0.0351	-0.0226	0.1413
Si	0.0256	0.0001	0.0291
Si	-0.0349	0.0183	-0.0345
Si	-0.0243	-0.0137	0.1429
Si	-0.0232	0.0173	0.042
Si	-0.0068	-0.0036	-0.1258
Si	-0.0189	-0.0008	-0.0018
Si	0.019	-0.0332	0.0734
Si	-0.0298	0.0354	-0.0123
Si	0.0007	0.0071	0.1014
Si	0.0024	-0.0147	0.0613
Si	-0.023	0.0037	-0.0034
Si	0.0049	-0.0247	0.1102
Si	-0.0054	0.0038	0.0965
Si	-0.0334	0.0095	0.0487
O	0.0194	-0.018	0.0287
O	-0.0004	-0.0229	-0.0713
O	-0.0166	0.014	0.0363
O	-0.0132	-0.0055	-0.0167
O	-0.0178	-0.0234	0.0309
O	0.0329	-0.0084	-0.0421
O	-0.0072	0.0166	-0.0379
O	-0.0101	-0.0003	0.0235
O	-0.0031	0.0217	-0.058
O	-0.0003	-0.0121	-0.0028
O	-0.0082	0.0023	-0.0116
O	-0.0186	-0.0026	-0.0355
O	-0.0232	0.0095	0.0479
O	0.014	-0.0036	-0.0047
O	0.008	-0.0197	0.0025
O	-0.0356	-0.0373	0.1257
O	0.1099	0.0387	0.1098
O	0.0161	-0.0115	0.0003
O	-0.0546	-0.01	0.0897
O	0.0187	-0.0016	0.0122
O	0.0177	0.0129	0.0558
O	-0.0084	0.0242	-0.0667
O	0.0177	0.0231	0.0448
O	0.029	0.0011	0.0552
O	-0.0063	0.0096	-0.0487
O	-0.0079	0.0067	-0.0072
O	-0.0302	-0.0241	-0.0358
O	0.0433	0.0695	0.1025
O	0.0142	-0.0024	0.0198
O	-0.0045	0.0028	0.0297
O	-0.0008	-0.0045	-0.0185
O	0.0091	-0.0034	-0.0631
O	0.003	0.0006	-0.0256
O	-0.0271	-0.0328	0.0901
O	-0.021	-0.0345	0.0876
O	-0.0225	-0.0151	0.0489
O	0.0032	-0.0007	0.0024
O	0.0296	0.0331	-0.0466
O	0.0141	0.0419	0.0547
O	0.0108	-0.0025	0.0254
O	-0.0127	0.0092	-0.0142
O	-0.0058	0.001	0.0273
O	-0.037	0.012	0.0604
O	0.0006	-0.0009	-0.0258
O	0.0047	0.0078	-0.0313
O	-0.0306	0.014	-0.0696
O	0.0218	0.0068	-0.0563
O	-0.0296	-0.0019	-0.0697
O	0.0283	-0.026	0.0514
O	-0.0039	0.0005	0.0265
O	-0.0135	-0.0099	-0.0168
O	0.013	0.0147	-0.0354
O	-0.0183	-0.0006	-0.0184
O	0.0117	-0.0133	-0.0453
O	0.0123	-0.0035	-0.0157
O	-0.0147	-0.0195	-0.0714
O	0.003	0.01	-0.0056
O	0.0151	0.0006	-0.0347
O	-0.0048	-0.0117	-0.0277
O	-0.0052	0.0051	-0.0475
O	0.0051	0.0066	0.0421
O	-0.0178	0.0064	0.0288
O	-0.0161	-0.0273	-0.051
O	0.0031	0.0067	0.0727
O	0.0084	0.0041	-0.021
O	0.0042	-0.0161	-0.0406
O	0.0034	-0.0094	0.0231
O	0.0345	-0.0253	-0.0597
O	0.0035	-0.0009	-0.0157
O	0.018	-0.0187	0.0191
O	0.0015	0.0018	-0.0025
O	0.0089	-0.0147	0.0696
O	0.0084	-0.0055	-0.0458
O	0.0025	0.0026	-0.0157
O	0.0112	-0.0113	0.0274
O	-0.0052	0.0127	-0.0313
O	0.0027	0.0522	0.084
O	0.0294	0.0239	-0.0518
O	-0.0064	0.032	-0.0141
O	0.0008	-0.0036	0.038
O	0.0036	-0.0027	-0.039
O	-0.0204	-0.0219	-0.0913
O	0.0219	-0.0103	-0.0643
O	0.0191	0.01	-0.0492
O	-0.0094	0.012	-0.0422
O	-0.0076	0.0087	0.004
O	0.0194	-0.0006	0.0307
O	0.0059	-0.0377	0.141

The program warned: the cutoff lies below the one the program advises for these potential files; the forces do not sum to zero within the program's tolerance; empty levels may hold ghost states of the PAW files; the exchange-correlation potential is rough where the density is thin.
